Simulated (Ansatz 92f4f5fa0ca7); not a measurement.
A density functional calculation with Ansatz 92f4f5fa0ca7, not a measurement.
Periodic cell of 348 atoms, Si240O108, from a study of silicon, its oxide and their interface. The atomic structure is a simulated model.
Doubt: the cutoff is far below the 930 eV that the study's wrapper takes by default for these files, so forces and energies are approximate.

Settings
functional: PBE
potential files: Ansatz PAW
basis: plane waves
wave-function cutoff: 580 eV
density cutoff ratio: 5
exchange-correlation grid ratio: 1
k mesh: 1 x 1 x 1, Gamma-centred
self-consistency stop: 5e-08 eV per atom in the density residual
occupations: fixed
spin: none
net charge: 0

Cell vectors (angstrom)
a, 11.6015, 0, 0
b, 0, 13.3963, 0
c, 0, 0, 40.4067

Atoms: element, x, y, z (angstrom)
Si, 0, 2.2327, 1.1851
Si, 3.8672, 2.2327, 1.1851
Si, 7.7343, 2.2327, 1.1851
Si, 1.9336, 5.5818, 1.1851
Si, 5.8008, 5.5818, 1.1851
Si, 9.6679, 5.5818, 1.1851
Si, 0, 8.9308, 1.1851
Si, 3.8672, 8.9308, 1.1851
Si, 7.7343, 8.9308, 1.1851
Si, 1.9336, 12.2799, 1.1851
Si, 5.8008, 12.2799, 1.1851
Si, 9.6679, 12.2799, 1.1851
Si, 1.9336, 1.1164, 1.9745
Si, 5.8008, 1.1164, 1.9745
Si, 9.6679, 1.1164, 1.9745
Si, 0, 4.4654, 1.9745
Si, 3.8672, 4.4654, 1.9745
Si, 7.7343, 4.4654, 1.9745
Si, 1.9336, 7.8145, 1.9745
Si, 5.8008, 7.8145, 1.9745
Si, 9.6679, 7.8145, 1.9745
Si, 0, 11.1635, 1.9745
Si, 3.8672, 11.1635, 1.9745
Si, 7.7343, 11.1635, 1.9745
Si, 1.9336, 1.1164, 4.3426
Si, 5.8008, 1.1164, 4.3426
Si, 9.6679, 1.1164, 4.3426
Si, 0, 4.4654, 4.3426
Si, 3.8672, 4.4654, 4.3426
Si, 7.7343, 4.4654, 4.3426
Si, 1.9336, 7.8145, 4.3426
Si, 5.8008, 7.8145, 4.3426
Si, 9.6679, 7.8145, 4.3426
Si, 0, 11.1635, 4.3426
Si, 3.8672, 11.1635, 4.3426
Si, 7.7343, 11.1635, 4.3426
Si, 0, 0, 36.0661
Si, 3.8672, 0, 36.0661
Si, 7.7343, 0, 36.0661
Si, 1.9336, 3.3491, 36.0661
Si, 5.8008, 3.3491, 36.0661
Si, 9.6679, 3.3491, 36.0661
Si, 0, 6.6981, 36.0661
Si, 3.8672, 6.6981, 36.0661
Si, 7.7343, 6.6981, 36.0661
Si, 1.9336, 10.0472, 36.0661
Si, 5.8008, 10.0472, 36.0661
Si, 9.6679, 10.0472, 36.0661
Si, 0, 0, 38.4343
Si, 3.8672, 0, 38.4343
Si, 7.7343, 0, 38.4343
Si, 1.9336, 3.3491, 38.4343
Si, 5.8008, 3.3491, 38.4343
Si, 9.6679, 3.3491, 38.4343
Si, 0, 6.6981, 38.4343
Si, 3.8672, 6.6981, 38.4343
Si, 7.7343, 6.6981, 38.4343
Si, 1.9336, 10.0472, 38.4343
Si, 5.8008, 10.0472, 38.4343
Si, 9.6679, 10.0472, 38.4343
Si, 0, 2.2327, 39.2237
Si, 3.8672, 2.2327, 39.2237
Si, 7.7343, 2.2327, 39.2237
Si, 1.9336, 5.5818, 39.2237
Si, 5.8008, 5.5818, 39.2237
Si, 9.6679, 5.5818, 39.2237
Si, 0, 8.9308, 39.2237
Si, 3.8672, 8.9308, 39.2237
Si, 7.7343, 8.9308, 39.2237
Si, 1.9336, 12.2799, 39.2237
Si, 5.8008, 12.2799, 39.2237
Si, 9.6679, 12.2799, 39.2237
Si, 4.2312, -4.2166, 25.9963
Si, 0.8551, -5.8038, 22.206
Si, 9.444, 0.7613, 28.6874
Si, 5.0495, 1.8194, 29.9364
Si, 3.9438, 6.7904, 28.6334
Si, 3.943, 8.8605, 32.1501
Si, -1.6881, 8.6382, 23.239
Si, 7.3027, 2.6212, 30.1291
Si, 6.0128, 9.5303, 28.4905
Si, 7.6014, 6.736, 23.3481
Si, 10.0772, 6.0073, 27.7597
Si, 9.6418, 10.0077, 28.9064
Si, -2.735, 6.1653, 29.8245
Si, 5.0404, -2.9492, 15.9378
Si, 5.6842, 7.3042, 16.3542
Si, 6.8902, 4.9382, 29.8368
Si, 0.4763, 7.2531, 28.3766
Si, 7.4462, 5.6775, 26.0513
Si, -1.6221, 10.2909, 25.777
Si, 8.7379, 12.1285, 29.575
Si, 7.7334, 3.8178, 23.6446
Si, 2.1539, 10.0693, 29.1443
Si, 2.1152, 16.3677, 27.9288
Si, 8.1701, 12.5453, 24.4468
Si, 0.1483, 2.0452, 31.979
Si, 4.0297, 2.2234, 32.1065
Si, 7.7906, 2.2293, 32.3724
Si, 1.9596, 5.5566, 31.941
Si, 5.9215, 5.4969, 32.0219
Si, 9.6574, 5.6207, 32.0621
Si, 0.0182, 8.9088, 32.1107
Si, 2.0096, 5.8206, 29.5504
Si, 7.7405, 8.9082, 32.0489
Si, 1.983, 12.1939, 32.2216
Si, 5.653, 12.3366, 32.1974
Si, 9.5155, 12.2538, 31.9327
Si, 2.0523, 1.0694, 32.9382
Si, 5.8455, 1.121, 33.1035
Si, 9.7641, 1.0421, 32.8571
Si, 0.0378, 4.3895, 32.6857
Si, 3.9121, 4.4786, 32.7924
Si, 7.7946, 4.4792, 33.0328
Si, 1.957, 7.756, 32.8631
Si, 5.8716, 7.7251, 32.867
Si, 9.6762, 7.8176, 32.9213
Si, -0.0725, 11.1682, 32.831
Si, 3.8724, 11.071, 33.0332
Si, 7.6438, 11.1642, 32.8565
Si, 1.9499, 1.1212, 35.2947
Si, 5.7997, 1.1113, 35.4021
Si, 9.6813, 1.1042, 35.2484
Si, 0.0021, 4.4547, 35.1579
Si, 3.873, 4.4699, 35.2123
Si, 7.7419, 4.4735, 35.3494
Si, 1.9357, 7.8077, 35.2519
Si, 5.807, 7.8019, 35.2508
Si, 9.6699, 7.8156, 35.2865
Si, -0.0145, 11.1687, 35.2309
Si, 3.8707, 11.1485, 35.3536
Si, 7.7254, 11.1586, 35.2489
Si, -0.0124, 0.0212, 5.1878
Si, 3.8563, -0.0024, 5.1885
Si, 7.7366, -0.0121, 5.1483
Si, 1.9322, 3.3406, 5.2068
Si, 5.7907, 3.3463, 5.1244
Si, 9.6512, 3.3431, 5.1722
Si, 0, 6.6982, 5.0354
Si, 3.8687, 6.7086, 5.1817
Si, 7.7404, 6.7196, 5.1629
Si, 1.9471, 10.0493, 5.0679
Si, 5.787, 10.0541, 5.1334
Si, 9.6588, 10.063, 5.0874
Si, -0.103, 0.0933, 7.5862
Si, 3.7941, 0.0131, 7.6027
Si, 7.6959, -0.0571, 7.5267
Si, 1.8829, 3.3516, 7.6383
Si, 5.7372, 3.3186, 7.4856
Si, 9.5762, 3.3674, 7.5757
Si, 0.0063, 6.6814, 7.3516
Si, 3.9118, 6.744, 7.5844
Si, 7.7505, 6.8107, 7.5566
Si, 1.9277, 10.0838, 7.3975
Si, 5.7207, 10.1066, 7.5067
Si, 9.6391, 10.1777, 7.4222
Si, -0.1006, 2.3474, 8.4946
Si, 3.8415, 2.214, 8.4584
Si, 7.5807, 2.1401, 8.3513
Si, 1.9302, 5.6292, 8.2548
Si, 5.8882, 5.561, 8.2537
Si, 9.691, 5.6621, 8.2623
Si, -0.038, 8.9503, 7.9556
Si, 3.8099, 9.0046, 8.4014
Si, 7.7052, 9.1268, 8.2989
Si, 1.7848, 12.2728, 8.2816
Si, 5.7363, 12.3041, 8.3957
Si, 9.6521, 12.3097, 8.4895
Si, 1.7481, 4.3115, 12.1904
Si, 7.3582, -3.3229, 10.4582
Si, 4.4713, 1.8017, 10.8488
Si, 3.4743, 3.0509, 17.3886
Si, 4.2934, -0.3122, 12.1233
Si, 14.2156, 10.8044, 14.0861
Si, -1.3301, 11.8512, 10.9182
Si, 6.1565, 5.4062, 10.5908
Si, 12.3474, 6.3608, 19.2942
Si, 1.268, 5.9086, 10.4848
Si, 1.0032, 11.6337, 10.4418
Si, 4.0403, 17.1821, 12.0591
Si, 5.047, 3.4587, 14.8657
Si, 8.0472, 3.0387, 11.7703
Si, 9.6645, 7.3287, 12.0774
Si, 3.7107, 9.1428, 10.8926
Si, -1.1222, 5.7057, 10.4961
Si, 11.6941, 7.7903, 13.0986
Si, 2.871, 11.2177, 11.7843
Si, 3.4554, 12.4079, 19.5003
Si, 7.7591, 0.9994, 17.0981
Si, 0.0905, 9.4163, 10.1902
Si, 3.7852, 14.0402, 14.4785
Si, 10.2073, 12.3867, 13.7995
O, -14.8444, 20.1825, 19.4952
O, 11.1059, 24.409, 13.6629
O, 28.7923, -4.4412, 26.923
O, -0.8802, 9.5862, 15.8353
O, 18.1666, 3.702, 15.4213
O, -6.0153, 8.9086, 16.1575
O, 4.845, 15.2886, 14.4514
O, -12.1419, 0.9358, 28.8987
O, -4.8494, 10.2691, 21.3589
O, -0.4086, -7.827, 15.2855
O, 11.2378, 13.5198, 14.4079
O, 22.762, 25.129, 18.6837
O, -13.3757, 13.7374, 19.7237
O, -9.6402, -9.0348, 28.7512
O, 15.8219, -6.7602, 16.6123
O, 2.0509, 25.721, 25.8094
O, 4.218, 8.3609, 24.5935
O, -5.035, 6.9099, 17.6505
O, 13.7902, -12.2036, 14.6972
O, -2.0959, 5.8546, 17.2947
O, -7.8545, 24.2503, 19.0409
O, 9.1073, 11.371, 20.5438
O, 4.144, 13.3627, 15.9785
O, -10.3888, 20.3273, 20.7578
Si, 16.1673, 14.3117, 17.2943
Si, 2.5733, 8.3798, 27.4663
Si, -2.4771, 9.4534, 16.2621
Si, 1.0895, 0.0437, 15.1665
Si, 6.0377, -4.6051, 21.4182
Si, 3.575, -1.1767, 25.2855
Si, 21.3861, 1.8749, 19.2409
Si, -6.549, 2.8052, 27.768
Si, 9.4905, -19.6853, 18.3295
Si, 3.6726, 8.0084, 23.1031
Si, 22.598, 3.3423, 10.7332
Si, 0.8865, 6.1963, 14.5555
Si, 11.9126, 3.6872, 17.96
Si, 5.7434, 5.1914, 27.7936
Si, 6.4234, 11.9591, 28.5085
Si, 8.1807, 10.9294, 21.8274
Si, 11.5815, -3.7588, 14.4351
Si, 6.8612, 14.8449, 10.5672
Si, -3.6241, 8.5232, 29.6862
Si, 18.3269, 6.8011, 19.2494
Si, 8.0184, 3.0625, 15.0056
Si, 10.3773, -8.6421, 16.433
Si, 11.9801, 0.0392, 22.3887
Si, 17.6005, 13.4815, 26.5738
Si, -1.5727, 1.057, 25.7548
Si, 12.4446, 4.7983, 23.2013
Si, 14.7356, 18.3369, 22.51
Si, -0.1502, 17.0678, 26.0312
Si, 1.6136, 8.0271, 11.3335
Si, 0.0707, 9.1297, 29.7547
Si, 8.0681, 11.5876, 16.0424
Si, -8.1373, 13.4067, 22.3881
Si, 15.706, 22.2604, 29.7784
Si, 12.4111, 14.2985, 29.85
Si, -2.1049, -3.8825, 11.1453
Si, -1.3075, 2.7872, 22.0878
Si, -6.8376, 4.3701, 20.0463
Si, -5.618, 21.9017, 11.5509
Si, 13.9766, 25.7162, 29.9089
Si, 2.7373, 7.2094, 16.9904
Si, -6.4765, 16.1253, 22.5136
Si, 12.1198, 12.4285, 25.3407
Si, 12.5651, 12.2333, 17.97
Si, 14.9, 10.3291, 17.5347
Si, -12.8114, -1.1291, 20.04
Si, 4.824, -0.5214, 29.995
Si, -15.7629, -5.6867, 14.0992
Si, 6.3207, 12.4268, 10.757
O, 7.898, 12.175, 22.8665
O, 11.0081, 1.3471, 22.4151
O, 6.5032, -10.6183, 23.3821
O, -7.2143, 13.4299, 18.6561
O, 23.7639, -8.9942, 24.7656
O, 1.8164, 11.028, 17.279
O, 18.1011, 20.1413, 15.0433
O, 1.924, 0.5661, 22.2209
O, 18.9967, -8.9486, 11.1456
O, 16.3886, -22.5359, 13.4717
O, 16.1144, -12.1645, 22.5437
O, -0.8316, 4.6518, 27.1376
O, 0.5918, -10.2708, 11.8901
O, -0.1192, 13.7618, 25.9862
O, -22.7881, 6.3792, 23.1946
O, -3.1437, 33.6293, 13.1456
O, 34.5695, -15.6722, 25.9187
O, 4.5111, 22.2485, 21.976
O, -2.6587, 9.7743, 22.6448
O, 15.4163, 12.5333, 21.0674
O, 19.6457, 16.4124, 13.3857
O, 10.9993, -6.158, 18.9533
O, 17.6876, 21.5445, 19.9227
O, 12.3378, 13.342, 16.7763
O, -9.6588, -14.6516, 14.6955
O, 41.2369, 11.3436, 15.8419
O, -0.1438, 3.9311, 22.2175
O, -14.8349, 8.6949, 15.0033
O, 19.4187, -22.5224, 25.2353
O, 3.5349, 2.7932, 27.133
O, -22.1852, -10.5479, 26.7638
O, -1.3092, 9.0573, 24.7657
O, 22.7825, -4.7976, 22.2121
O, 3.4554, 4.9208, 20.8817
O, 21.4139, -0.6102, 12.2453
O, -14.4132, -7.0527, 26.7577
O, -2.827, 38.0314, 25.2187
O, -13.5717, 2.7943, 20.5883
O, 17.0134, 16.5623, 20.9574
O, 1.9957, 19.903, 18.2574
O, 20.8831, 30.6508, 15.6225
O, 6.3511, -6.4288, 11.0658
O, -4.5898, 20.1525, 24.8855
O, 24.8328, -3.7742, 14.6692
O, 27.3735, -2.8433, 14.5382
O, -0.4315, 29.1136, 18.5056
O, -11.7067, -1.0025, 21.2346
O, 39.0157, -9.5693, 18.6319
O, 19.7355, 1.5429, 15.5979
O, 20.1189, -24.8539, 18.2163
O, 0.333, -0.8855, 23.7265
O, -14.0826, 14.1622, 27.0726
O, -7.4475, 10.7503, 25.603
O, -25.2034, -17.0722, 27.2462
O, 35.2019, 18.1546, 19.2342
O, -7.1767, 13.3054, 26.1305
O, -15.7087, 18.5995, 22.7863
O, -6.949, 4.8962, 10.995
O, -2.9491, 15.4781, 29.2777
O, -2.3465, 13.7712, 24.4877
O, 17.6502, 41.9023, 26.9588
O, 2.94, -4.6518, 17.4613
O, -2.0081, 2.7025, 11.3172
O, 5.9382, -7.9057, 19.818
O, -2.4335, -6.2053, 23.303
O, -5.1989, 8.576, 13.154
O, 18.4397, -0.3361, 25.219
O, 9.0818, -4.8598, 17.6255
O, 17.7692, 1.2356, 17.2931
O, -21.2833, -24.9939, 29.0318
O, 10.3119, -24.1618, 25.5078
O, 8.8476, -1.2916, 14.661
O, 3.9495, -9.5702, 16.0103
O, 3.6135, -0.9516, 23.6788
O, -9.7047, -0.5659, 19.1868
O, 1.8635, 6.8977, 15.6556
O, 13.4315, -10.1594, 17.4788
O, 13.2336, 31.7858, 13.714
O, -16.4118, -32.4276, 22.4191
O, 13.713, 8.4232, 22.8336
O, -19.1664, 17.1445, 23.1958
O, 8.2054, -0.5878, 17.1668
O, -2.509, -23.6919, 23.1311
O, 15.3506, 19.7766, 23.0127

Results
free energy: -213977.305 eV
free energy less fixed offsets of O -568.88, Si -635.61 eV per atom: 8.135 eV

Forces (eV/angstrom), in the order of the atoms: element, x, y, z
Si, 0.0158, 0.0329, -0.0055
Si, -0.0136, 0.0271, 0.0721
Si, 0.017, 0.0029, 0.0549
Si, 0.0017, 0.0218, -0.0014
Si, -0.0035, 0.0242, 0.013
Si, 0.0304, 0.0012, 0.0411
Si, -0.023, -0.0568, 0.0627
Si, -0.0327, -0.0043, 0.006
Si, 0.0295, 0.025, -0.0315
Si, 0.012, -0.0554, -0.0267
Si, 0.0085, -0.0504, -0.0825
Si, 0.0071, -0.0167, 0.0056
Si, -0.0418, -0.0202, -0.0216
Si, -0.0078, -0.0936, -0.04
Si, -0.0088, -0.0181, -0.0071
Si, 0.0061, -0.1429, -0.0126
Si, -0.065, 0.0298, -0.0002
Si, -0.0241, 0.0411, -0.0141
Si, 0.1062, -0.0339, 0.0051
Si, 0.005, -0.0051, -0.0086
Si, -0.0668, 0.0546, 0.0131
Si, 0.0092, 0.1441, -0.0152
Si, 0.0317, 0.1501, 0.0078
Si, -0.0961, 0.0155, 0.0232
Si, -0.05, 0.0599, 0.3979
Si, -0.1066, -0.1027, 0.285
Si, -0.0378, 0.0314, 0.1391
Si, -0.0153, -0.3052, 0.1383
Si, -0.1843, 0.0622, 0.322
Si, 0.0057, 0.088, 0.3072
Si, 0.2183, -0.0303, -0.2123
Si, -0.0531, 0.0558, 0.1903
Si, -0.1664, 0.0875, -0.1729
Si, 0.0048, 0.2402, 0.1322
Si, 0.0983, 0.1673, -0.2757
Si, -0.2008, 0.0639, -0.2081
Si, 0.0235, -0.0923, -0.086
Si, -0.1469, -0.0841, 0.4688
Si, 0.2772, -0.2, 0.0706
Si, 0.0045, 0.1851, -0.4144
Si, -0.142, 0.2294, 0.1534
Si, 0.3201, -0.0674, -0.2585
Si, 0.0487, -0.2036, -0.4025
Si, 0.0479, -0.0928, -0.2173
Si, -0.0203, 0.1651, 0.3206
Si, -0.2174, -0.0994, -0.1218
Si, 0.2029, -0.1926, 0.0968
Si, -0.0453, 0.0587, -0.1134
Si, 0.0465, -0.0273, 0.0024
Si, -0.0391, -0.0537, -0.011
Si, 0.1021, -0.0694, -0.0081
Si, -0.0248, 0.0789, 0.0335
Si, -0.0699, 0.1117, 0.0165
Si, 0.1222, -0.0333, 0.0193
Si, 0.0245, -0.1092, 0.0329
Si, 0.0098, -0.0169, 0.0113
Si, 0.0126, 0.0816, -0.0081
Si, -0.1207, -0.0313, 0.0162
Si, 0.0765, -0.0807, -0.0244
Si, -0.0367, 0.0414, 0.0146
Si, -0.0165, -0.0321, -0.0136
Si, 0.0241, -0.0349, -0.0359
Si, -0.0219, -0.0117, -0.0643
Si, -0.0073, -0.0143, -0.0047
Si, 0.0159, -0.0138, 0.0239
Si, -0.0269, 0.0104, -0.0228
Si, 0.0151, 0.0589, -0.0462
Si, 0.0381, 0.0109, -0.033
Si, -0.0287, -0.0273, 0.0664
Si, -0.0037, 0.0535, 0.0296
Si, -0.0186, 0.0398, 0.0062
Si, -0.0113, 0.0118, 0.0244
Si, -0.5122, -0.1526, 0.1492
Si, -0.2152, 0.2165, 0.1599
Si, -0.1101, 0.103, 0.0934
Si, 0.1409, 0.1399, -0.0782
Si, -0.0822, -0.0666, -0.1592
Si, 0.3582, -0.0001, -0.0697
Si, -0.0956, 0.0315, -0.0811
Si, 0.3455, -0.2991, 0.5395
Si, 0.0208, -0.0724, -0.2342
Si, 0.1657, -0.0009, 0.0168
Si, 0.0244, -0.0221, 0.1269
Si, -0.0257, 0.0763, -0.2324
Si, 0.1205, 0.289, 0.1101
Si, 0.1836, -0.2456, 0.1482
Si, 0.0271, -0.2629, 0.193
Si, -0.2162, 0.0005, 0.0947
Si, 0.0984, 0.3366, -0.358
Si, -0.1363, -0.0143, 0.3122
Si, 0.091, 0.0172, 0.1164
Si, -0.1158, -0.1839, -0.0222
Si, 0.0475, 0.2005, -0.0627
Si, -0.2951, -0.0468, -0.2992
Si, 0.0955, 0.1561, 0.1134
Si, 0.2104, 0.0205, -0.1383
Si, 0.0061, -0.2504, -0.0428
Si, -0.0213, 0.0485, -0.0645
Si, 0.1042, 0.1088, -0.018
Si, 0.0227, 0.0958, 0.0529
Si, 0.0378, -0.0704, -0.0604
Si, -0.0608, -0.0027, -0.0609
Si, -0.1255, -0.0114, -0.0518
Si, 0.1285, -0.4708, -0.3009
Si, 0.0556, 0.0673, 0.0072
Si, 0.0052, -0.1517, 0.0082
Si, 0.0553, 0.0292, -0.0709
Si, -0.0977, -0.1251, 0.1763
Si, 0.2416, 0.0069, -0.0363
Si, 0.0718, -0.0569, 0.0182
Si, -0.0992, 0.0107, -0.1304
Si, -0.0511, -0.007, -0.0513
Si, 0.055, -0.1008, -0.0511
Si, 0.0511, -0.0537, 0.0243
Si, -0.0119, 0.0895, -0.0627
Si, -0.0281, 0.0389, 0.0574
Si, 0.0618, 0.0988, 0.1082
Si, -0.1228, -0.0423, -0.2122
Si, -0.1468, -0.024, 0.0914
Si, -0.0236, -0.1269, -0.1179
Si, 0.0891, -0.0224, -0.0149
Si, -0.0045, 0.0153, -0.0895
Si, 0.0009, -0.0252, -0.0138
Si, -0.0651, -0.0775, 0.1049
Si, -0.0342, 0.0226, 0.0629
Si, 0.0153, 0.093, 0.0325
Si, 0.035, -0.0113, 0.0151
Si, 0.0749, -0.0934, 0.0383
Si, -0.0327, 0.038, -0.0418
Si, -0.0564, 0.0735, 0.0486
Si, 0.0066, -0.0148, -0.0423
Si, -0.1242, 0.0295, -0.0006
Si, -0.1015, 0.0552, -0.1898
Si, -0.0248, -0.0228, -0.0389
Si, 0.1102, -0.1002, -0.0852
Si, 0.0513, -0.0122, -0.0451
Si, -0.0313, -0.0593, -0.0519
Si, -0.0235, 0.0177, 0.0438
Si, 0.0314, -0.0314, 0.0791
Si, 0.0553, -0.0304, -0.0457
Si, 0.0592, 0.0235, 0.0106
Si, 0.1099, -0.0051, 0.0431
Si, -0.1219, 0.0723, 0.0088
Si, -0.0558, 0.0763, -0.0059
Si, 0.0675, 0.0873, 0.1962
Si, -0.0286, -0.031, 0.0829
Si, -0.0895, 0.0566, 0.167
Si, 0.0338, -0.0197, -0.0213
Si, -0.0317, -0.0172, 0.0372
Si, -0.229, -0.0148, -0.0101
Si, 0.0053, -0.0332, -0.0553
Si, 0.0201, 0.0003, 0.1514
Si, 0.0248, 0.1281, 0.0281
Si, -0.026, -0.0612, -0.1582
Si, 0.0719, -0.027, -0.1288
Si, -0.0115, -0.1305, 0.0849
Si, 0.0153, 0.2993, 0.0193
Si, -0.0931, -0.004, 0.1831
Si, 0.2751, 0.0521, -0.0732
Si, -0.0418, -0.0349, -0.0144
Si, 0.0315, -0.0706, 0.1331
Si, 0.1179, -0.1265, 0.0271
Si, 0.1193, 0.0312, -0.0035
Si, 0.0344, -0.0341, 0.2522
Si, -0.3055, 0.0395, -0.3925
Si, 0.0624, -0.0518, 0.0504
Si, -0.0856, 0.0058, -0.0244
Si, -0.0392, -0.2443, -0.0371
Si, -0.1997, 0.3839, 0.131
Si, -0.0984, 0.0182, -0.0485
Si, 0.2876, -0.5372, -0.3086
Si, -0.0266, 0.3436, 0.0216
Si, -0.0089, 0.197, -0.1891
Si, -0.1329, -0.4067, -0.9349
Si, -0.111, -0.2254, 0.4643
Si, 0.0711, 0.3822, -0.9132
Si, -0.062, 0.1848, 0.2209
Si, -0.2038, 0.2175, 0.0384
Si, -0.0708, -0.2055, -0.0375
Si, -0.0817, 0.0548, 0.0005
Si, 0.0538, 0.1286, 0.0151
Si, -0.1093, -0.5291, -0.476
Si, 0.033, -0.1923, 0.4022
Si, 0.021, -0.0266, -0.1261
Si, 0.18, -0.2161, -0.4109
Si, 0.2315, -0.1679, 0.1898
Si, 0.0312, -0.249, 0.084
Si, -0.0235, -0.0629, 0.1994
Si, 0.0914, 0.1837, -0.1175
Si, 0.1143, -0.1732, -0.4809
Si, 0.1215, -0.2778, -0.1827
Si, 0.1559, -0.0656, -0.676
O, 0.0819, -0.0296, -0.1145
O, -0.0289, -0.0188, 0.2502
O, 0.3448, 0.2685, 0.2838
O, 0.0063, -0.0205, 0.191
O, -0.0602, 0.0731, 0.0401
O, 0.0496, 0.2611, -0.0317
O, -0.0374, -0.1245, -0.1942
O, -0.1358, -0.1527, 0.0353
O, -0.0543, -0.0111, -0.0207
O, -0.2658, -0.307, 0.4157
O, -0.0099, 0.1227, 0.1542
O, 0.0687, -0.0668, -0.2625
O, -0.0224, 0.0443, -0.0778
O, 0.0379, -0.1015, 0.0041
O, 0.0279, 0.019, -0.0162
O, 0.0436, 0.0471, 0.0848
O, 0.2015, -0.1366, -0.3145
O, 0.0181, 0.0367, -0.293
O, -0.0138, 0.2006, 0.0107
O, 0.0322, -0.24, -0.1999
O, -0.0548, 0.0269, -0.0893
O, 0.0817, 0.0454, -0.1557
O, 0.039, 0.1092, 0.0992
O, 0.0647, -0.0509, -0.2309
Si, 0.0696, -0.2349, 0.1745
Si, -0.6678, -0.022, -0.2246
Si, 0.1194, -0.2172, -0.0762
Si, -0.0994, -0.1353, -0.0649
Si, 0.1889, 0.0581, -0.0578
Si, -0.0855, -0.0946, -0.0432
Si, -0.0348, -0.1051, 0.3625
Si, -0.1015, -0.1529, 0.1204
Si, -0.0966, -0.0167, 0.2522
Si, -0.1065, 0.0465, 0.0301
Si, -0.4012, 0.1226, 0.0766
Si, 0.1083, 0.2522, -0.5292
Si, 0.0105, -0.1423, 0.2323
Si, 0.0547, 0.0485, 0.0264
Si, 0.2379, 0.1068, 0.1128
Si, -0.0677, -0.0744, 0.0821
Si, 0.0644, -0.2083, -0.1993
Si, -0.2622, -0.27, -0.1586
Si, -0.0459, -0.0594, 0.1479
Si, -0.0434, 0.0521, 0.2226
Si, -0.0781, -0.1008, -0.102
Si, -0.066, 0.2145, -0.1767
Si, 0.1115, -0.0236, 0.0343
Si, 0.0385, -0.092, 0.1733
Si, 0.0952, -0.1052, -0.0223
Si, -0.3244, 0.0203, 0.2033
Si, 0.3479, 0.0043, -0.1482
Si, -0.0462, -0.0121, -0.0192
Si, 0.0904, 0.3263, -0.1299
Si, 0.2519, 0.0488, 0.1787
Si, -0.0732, -0.0224, 0.2162
Si, -0.2475, 0.1513, 0.0031
Si, 0.2037, 0.2034, 0.8862
Si, 0.0004, 0.3308, -0.4852
Si, 0.392, 0.6376, 0.0387
Si, 0.086, -0.0806, 0.0359
Si, 0.12, 0.1073, 0.2753
Si, -0.3195, 0.0812, -0.055
Si, 0.2377, 0.115, 0.2169
Si, 0.0085, -0.1364, -0.2603
Si, 0.0071, -0.0489, -0.0249
Si, -0.0718, -0.0266, -0.1357
Si, 0.1724, -0.0483, 0.3026
Si, -0.2521, 0.0925, 0.3008
Si, -0.0194, 0.062, 0.3359
Si, -0.2039, -0.1916, 0.0425
Si, -0.1718, -0.105, -0.4127
Si, -0.0424, 0.1973, -0.2357
O, -0.033, 0.0258, 0.0781
O, -0.0246, 0.0602, 0.0003
O, -0.0342, -0.0323, 0.0331
O, 0.0652, 0.028, -0.1181
O, -0.0083, -0.0222, -0.0743
O, 0.0097, -0.0999, -0.0088
O, 0.0435, 0.0104, 0.0032
O, 0.056, 0.0334, 0.0002
O, 0.0056, 0.1922, 0.3142
O, -0.0345, -0.0444, 0.054
O, 0.0763, 0.009, 0.0043
O, -0.0812, -0.0064, -0.1334
O, 0.3381, 0.1852, 0.0432
O, 0.0017, 0.0434, 0.0061
O, 0.1205, -0.1103, -0.0036
O, 0.0117, -0.0119, 0.0649
O, 0.0868, 0.0039, 0.0825
O, -0.0672, -0.0222, 0.0224
O, 0.0129, -0.0145, 0.0368
O, 0.0521, -0.0975, -0.043
O, 0.0943, 0.1938, 0.2778
O, 0.0841, -0.0158, -0.0879
O, -0.0658, -0.0285, -0.0383
O, 0.0607, 0.0838, -0.1656
O, 0.0445, 0.3412, 0.208
O, -0.0547, 0.0725, -0.1232
O, 0.1424, 0.0241, 0.0133
O, 0.0771, 0.1506, 0.2671
O, -0.0594, -0.1034, -0.0305
O, -0.266, 0.111, 0.0007
O, -0.0832, -0.1285, 0.0476
O, -0.0077, -0.1277, -0.0214
O, 0.06, 0.0131, -0.0173
O, -0.0359, -0.0289, 0.0007
O, -0.0135, 0.2094, 0.2945
O, 0.1615, -0.1183, -0.0116
O, -0.1057, -0.0383, 0.0607
O, -0.0187, 0.0027, -0.1326
O, -0.001, 0.0045, -0.0435
O, 0.0067, 0.0508, -0.072
O, 0.0323, 0.1204, 0.091
O, 0.0574, -0.1249, 0.1783
O, -0.0453, 0.1024, -0.1428
O, 0.0036, 0.3888, 0.2295
O, 0.279, 0.0588, 0.176
O, 0.11, 0.1059, -0.1267
O, -0.0272, -0.0334, -0.0755
O, -0.0694, -0.1823, -0.1734
O, -0.0165, -0.0681, 0.0478
O, -0.0861, -0.0192, -0.0924
O, -0.0122, 0.0063, 0.0488
O, -0.0466, 0.0869, 0.0353
O, 0.226, 0.0871, 0.0272
O, -0.1039, 0.0568, 0.1105
O, 0.0114, -0.0436, -0.0925
O, 0.0351, -0.0167, 0.083
O, -0.0628, -0.0023, -0.0243
O, -0.0984, 0.0666, 0.2452
O, -0.1314, -0.1144, -0.1646
O, -0.0539, 0.0684, 0.0743
O, 0.0743, -0.0104, 0.0212
O, -0.0352, 0.0973, 0.0228
O, -0.0942, 0.021, 0.0755
O, -0.0944, -0.0771, 0.0003
O, 0.0045, 0.0051, 0.0154
O, 0.0921, 0.0543, 0.14
O, -0.121, 0.0924, 0.0043
O, 0.0502, 0.0888, -0.1988
O, -0.142, 0.0047, 0.028
O, 0.2252, 0.1007, 0.0824
O, -0.014, 0.0602, 0.0495
O, -0.1462, 0.0807, 0.1966
O, 0.0172, -0.0232, 0.0157
O, 0.0796, -0.0345, 0.0182
O, -0.0162, 0.0352, -0.1635
O, 0.0661, 0.0659, 0.2757
O, -0.0402, -0.0132, 0.069
O, 0.0281, -0.3581, -0.2651
O, -0.0699, -0.0532, 0.0821
O, 0.0328, 0.0202, -0.0584
O, -0.0677, 0.0372, 0.0108
O, -0.1304, -0.0076, -0.2265
O, -0.0374, 0.0298, 0.0151
O, 0.0402, -0.0336, 0.0367

The program warned: the cutoff lies below the one the program advises for these potential files; the forces do not sum to zero within the program's tolerance; the exchange-correlation potential is rough where the density is thin.
